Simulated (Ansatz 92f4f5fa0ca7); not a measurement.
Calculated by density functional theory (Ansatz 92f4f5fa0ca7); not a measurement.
Periodic cell of 226 atoms, Si132O92As2, from a study of silicon, its oxide and their interface. The atomic structure is a simulated model.
Doubt: the cutoff is far below the 930 eV that the study's wrapper takes by default for these files, so forces and energies are approximate.
This geometry differs little from another in the collection (a relaxation step or a small displacement).

Settings
functional: PBE
potential files: Ansatz PAW
basis: plane waves
wave-function cutoff: 580 eV
density cutoff ratio: 5
exchange-correlation grid ratio: 1
k mesh: 1 x 1 x 1, Gamma-centred
self-consistency stop: 5e-08 eV per atom in the density residual
occupations: fixed
spin: none
net charge: 0

Cell vectors (angstrom)
a  10.938  0  0
b  0  10.938  0
c  0  0  31.9494

Atoms: element, x, y, z (angstrom)
Si  10.6549  -0.0058  24.4746
Si  5.1481  -0.009  24.6852
Si  2.9056  2.1917  24.4821
Si  8.5472  2.3644  24.5725
Si  10.7211  5.3412  24.218
Si  5.1876  5.6023  24.422
Si  2.9629  7.8998  24.3904
As  8.6598  7.6548  24.0497
Si  1.3478  1.1084  25.8457
Si  6.8128  1.2889  25.7813
Si  3.9802  4.0035  25.6916
Si  9.7159  3.927  25.8457
Si  1.2218  6.7783  25.5781
Si  6.8886  6.7415  25.6509
Si  4.0059  9.3834  25.9613
As  9.3762  9.5627  25.9425
Si  2.6811  -0.1647  27.2889
Si  8.1476  0.0802  27.3279
Si  0.1169  2.6237  27.2266
Si  5.4405  2.7259  27.1004
Si  2.631  5.4356  27.0479
Si  8.2309  5.3639  27.0722
Si  -0.0058  8.1673  27.1394
Si  5.5785  8.1051  27.1397
Si  4.097  1.3298  28.5033
Si  9.5863  1.4004  28.6091
Si  1.4078  4.0809  28.5495
Si  6.8199  4.0798  28.4893
Si  4.0964  6.7744  28.4431
Si  9.551  6.7745  28.475
Si  1.3082  9.4775  28.6189
Si  6.8301  9.5287  28.5775
Si  -0.0132  -0.0158  29.9337
Si  5.4637  -0.0102  29.9018
Si  2.7662  2.715  29.9006
Si  8.1844  2.7633  29.912
Si  0.0031  5.4523  29.884
Si  5.4602  5.4536  29.8698
Si  2.7664  8.1486  29.8929
Si  8.2296  8.1708  29.8936
Si  1.3673  1.3673  31.2657
Si  6.8362  1.3673  31.2657
Si  4.1018  4.1018  31.2657
Si  9.5708  4.1018  31.2657
Si  1.3673  6.8362  31.2657
Si  6.8362  6.8362  31.2657
Si  4.1018  9.5708  31.2657
Si  9.5708  9.5708  31.2657
Si  2.7345  0  0.6835
Si  8.2035  0  0.6835
Si  0  2.7345  0.6835
Si  5.469  2.7345  0.6835
Si  2.7345  5.469  0.6835
Si  8.2035  5.469  0.6835
Si  0  8.2035  0.6835
Si  5.469  8.2035  0.6835
Si  4.0967  1.3774  2.0606
Si  9.5931  1.3506  2.0422
Si  1.3509  4.1366  2.0524
Si  6.8271  4.1326  2.0417
Si  4.0876  6.8479  2.0416
Si  9.5682  6.8427  2.0614
Si  1.3579  9.603  2.0538
Si  6.8257  9.6123  2.0454
Si  0.0268  0.0353  3.4709
Si  5.4809  0.0393  3.4476
Si  2.7128  2.7691  3.3959
Si  8.251  2.7782  3.3374
Si  0.0226  5.5179  3.4671
Si  5.4714  5.5244  3.4199
Si  2.732  8.2409  3.3923
Si  8.2416  8.2905  3.3822
Si  1.3723  1.4573  4.8386
Si  6.9062  1.4745  4.7218
Si  4.0551  4.1534  4.746
Si  9.5967  4.0791  4.7711
Si  1.3603  6.9742  4.8338
Si  6.8373  6.9895  4.7185
Si  4.0893  9.5742  4.7805
Si  9.6154  9.5822  4.8375
Si  2.7491  0.0332  6.1266
Si  8.2862  0.1205  6.0875
Si  0.0088  2.7967  6.2981
Si  5.5035  2.8338  6.0568
Si  2.745  5.5883  6.1234
Si  8.2463  5.5927  5.9428
Si  0.0377  8.3033  6.3622
Si  5.4924  8.2988  6.2071
Si  4.4127  1.18  7.3144
Si  9.8018  1.1494  7.6151
Si  1.1692  4.5033  7.4924
Si  6.6326  4.5369  7.23
Si  4.3177  6.6994  7.5185
Si  9.717  6.6084  7.4873
Si  1.2694  9.9395  7.6871
Si  6.7075  9.9632  7.3976
O  9.5804  1.1707  23.9994
O  4.0926  6.7628  23.9298
O  4.1183  1.1378  24.0571
O  9.4042  6.0073  23.4718
O  -0.0346  5.5457  8.0033
O  5.5593  0.1243  7.8984
O  0.0639  0.0891  8.1355
O  5.5273  5.6081  7.863
O  7.5896  3.948  8.4155
O  8.7044  7.0367  8.7411
O  2.1719  9.4536  9.0197
O  8.8871  1.6739  8.9188
O  7.5991  9.4647  8.6957
O  3.5959  1.8234  8.582
O  3.5747  7.2173  8.9199
O  2.058  4.014  8.8032
O  8.0888  3.35  23.3387
O  0.7307  4.7072  23.0097
O  2.0365  2.4498  23.1093
O  5.8213  4.844  23.0992
O  5.6264  9.8346  23.5523
O  2.4546  8.6694  23.0098
O  0.1682  9.9744  23.183
O  7.6499  8.2716  22.6287
Si  8.611  7.6503  18.4432
Si  8.7715  6.3457  13.6287
Si  3.7848  1.5207  14.7175
Si  2.1137  5.6916  17.6267
Si  2.4266  3.0446  19.4117
Si  9.7923  9.0159  12.0643
Si  1.2906  9.3689  22.1053
Si  9.1583  0.9531  13.1783
Si  1.4053  5.0406  13.0197
Si  1.7735  8.2362  12.7837
Si  6.5732  9.4495  22.291
Si  4.5111  4.582  15.6983
Si  8.1992  3.0161  9.5751
Si  0.7991  8.1662  19.293
Si  6.9349  1.2957  21.0557
Si  8.2038  8.2995  9.6596
Si  10.8757  5.19  15.6029
Si  7.5715  9.4666  16.2924
Si  9.9312  1.9954  20.2851
Si  3.2041  8.4999  9.8951
Si  6.6796  3.3129  17.3747
Si  1.1348  0.1319  19.7855
Si  3.224  2.8058  12.2885
Si  7.1673  5.3354  19.6794
Si  5.7319  8.6567  11.5358
Si  5.7696  6.0655  13.1996
Si  4.6205  9.629  17.5504
Si  1.1517  3.3994  22.1275
Si  4.9215  1.4105  18.713
Si  3.1867  3.0828  9.5086
Si  6.4457  10.8037  13.7766
Si  10.3378  0.103  15.9495
Si  5.6514  3.6533  11.1494
Si  9.8278  3.8901  11.8948
Si  2.3228  9.9086  15.5011
Si  5.988  8.0628  19.7426
Si  6.9121  3.8916  22.3522
Si  9.7482  2.7584  17.3586
O  7.1813  6.3669  13.9724
O  1.8346  6.9692  18.7149
O  10.2871  4.0271  16.5353
O  6.158  9.9122  17.0112
O  10.1351  0.6912  14.4472
O  8.3814  6.0657  18.8366
O  5.1604  0.6623  14.4192
O  5.7287  1.9928  17.4289
O  8.3597  1.8979  20.6014
O  1.9604  4.2157  18.3543
O  6.9545  2.8009  10.6324
O  4.8601  2.701  12.2103
O  6.0189  4.37  16.3203
O  4.554  3.9179  9.932
O  10.7549  2.6637  21.5313
O  9.7087  6.1461  14.9646
O  5.9604  6.4293  19.8763
O  4.0963  0.0865  18.2409
O  9.2394  10.5396  12.2572
O  2.8389  4.3459  12.7039
O  1.8271  10.6607  21.2308
O  3.9998  2.6444  19.2643
O  0.7153  10.0256  15.9353
O  1.2642  9.7091  18.8489
O  1.7124  1.5647  19.2307
O  8.9337  10.3693  16.4799
O  4.8338  8.4351  18.6446
O  9.5496  8.7355  10.4733
O  6.6907  4.0355  18.8331
O  2.8338  1.6996  13.3881
O  5.6092  8.853  21.1131
O  2.5319  2.4445  10.8636
O  7.592  4.7624  21.146
O  5.1951  7.4718  12.5531
O  0.4134  9.05  12.4646
O  7.5677  1.0494  13.5614
O  7.1193  9.6146  14.717
O  8.9647  5.0176  12.694
O  8.0959  8.0105  16.9002
O  6.1664  2.512  21.8494
O  2.4378  9.0684  14.0597
O  0.4119  4.4772  11.8529
O  0.7641  8.26  20.9696
O  9.3737  3.8346  10.338
O  9.6416  2.3728  12.5111
O  7.545  8.5045  19.3741
O  2.5311  8.1359  11.3375
O  3.9619  3.042  15.3553
O  0.8122  4.4722  14.4282
O  10.0342  2.9535  18.9564
O  9.1292  7.7903  12.9381
O  10.4788  0.4693  20.0164
O  6.0182  5.0372  11.9325
O  8.1524  2.7361  16.9967
O  3.5217  5.4458  16.7338
O  4.6487  9.1221  10.3808
O  1.5121  6.6621  13.1703
O  4.7396  5.4853  14.3403
O  2.1234  3.7337  20.8614
O  10.5422  1.3963  16.9258
O  0.9436  6.054  16.5422
O  7.268  10.8757  21.8865
O  5.9785  0.8817  19.8224
O  6.061  10.0175  12.3887
O  2.8314  0.5293  15.5828
O  7.0299  7.993  10.7631
O  10.1966  7.9547  18.7269
O  3.4248  9.1566  16.5038

Results
free energy: -145946.607 eV
free energy less fixed offsets of As -4856.12, O -568.88, Si -635.61 eV per atom: 3.113 eV

Forces (eV/angstrom), in the order of the atoms: element, x, y, z
Si  0.0135  0.0158  0.0008
Si  -0.0008  0.0009  -0.002
Si  0.0037  0.0001  -0.0002
Si  0.0063  0.0016  -0.0029
Si  -0.0029  0.0077  -0.0116
Si  0.0146  0.0081  -0.0016
Si  0.002  -0.0025  -0.0034
As  -0.0313  -0.0054  -0.0509
Si  -0.0117  -0.0074  -0.0036
Si  -0.0085  -0.0013  -0.0008
Si  0.0073  0.0001  -0.004
Si  -0.0028  0.0006  0.0058
Si  -0.0066  0.0091  0.0034
Si  -0.0213  -0.0183  0.003
Si  0.0011  0.0012  -0.0031
As  0.0117  0.0033  -0.0123
Si  0.0013  0.0033  0.0022
Si  0.0027  0.0029  0.0088
Si  0.0004  0.0004  -0.0001
Si  -0.0047  -0.0029  -0.0007
Si  0.0008  0.0006  0.0047
Si  -0.0018  0.0028  -0.0012
Si  0.0084  -0.0083  0.0118
Si  0.0003  -0.0041  0.0078
Si  0.0003  -0.0036  -0.0033
Si  0.0013  -0.0121  -0.0055
Si  -0.0051  -0.0003  -0.003
Si  -0.0014  0.0055  -0.0016
Si  0.0062  -0.0027  -0.0041
Si  0.0023  0.0013  -0.0047
Si  -0.0038  -0.0023  -0.0073
Si  -0.0045  -0.0033  -0.0047
Si  -0.0003  0.0029  -0.0024
Si  -0.0016  0.0035  -0.0007
Si  -0.0002  -0.0006  0.0001
Si  -0.005  0.0029  0.0012
Si  0.0029  0.0017  -0.0005
Si  0.0028  0.0008  -0.004
Si  0.0014  0.003  0.0009
Si  0.0003  -0.0018  0.0006
Si  0.1706  0.036  -0.0177
Si  0.0308  0.0099  -0.0276
Si  0.1408  -0.1027  0.0036
Si  -0.0586  0.1124  0.0735
Si  0.0678  -0.1988  -0.0487
Si  -0.018  -0.0908  -0.1779
Si  -0.0695  -0.0919  -0.0281
Si  -0.1611  -0.2344  0.1812
Si  -0.0027  0.0691  0.0151
Si  -0.0291  0.0626  -0.1247
Si  0.0303  0.0764  0.0057
Si  -0.0359  0.079  0.0863
Si  -0.0845  -0.0078  -0.0788
Si  0.0339  0.1327  -0.02
Si  0.0039  0.0961  0.1081
Si  0.0394  0.1229  0.0572
Si  0.0009  -0.0004  -0.0009
Si  0.0003  -0.0008  0.0001
Si  -0.002  0.0006  -0.0012
Si  -0.001  -0.001  0.0002
Si  0.0006  0.0002  -0.0003
Si  0.001  -0.0012  -0.0011
Si  -0.0005  -0.0006  0.0004
Si  -0.0017  -0.001  -0.0008
Si  -0.0004  0.0001  -0.0018
Si  0  -0.0007  -0.0001
Si  0.0005  -0.0009  0.0006
Si  0  0.0012  0.0006
Si  -0.0002  -0.0004  -0.0014
Si  0  -0.0002  0
Si  0.0002  -0.0005  -0.0005
Si  0.0002  0.0003  0.0011
Si  -0.0003  0.0001  0.0005
Si  -0.0017  -0.0014  0.0009
Si  0.0003  0.0002  0.0004
Si  -0.0012  -0.0002  0.0001
Si  -0.0015  -0.0003  0
Si  -0.001  -0.0018  0.0012
Si  0.0001  0.001  -0.0002
Si  -0.0003  -0.0015  0.0006
Si  0.0001  -0.0005  0.0013
Si  0  0.0007  0.0005
Si  0.0006  0.0001  0.0011
Si  0.0007  0  0.0002
Si  0.0008  -0.0005  0.0014
Si  0.0001  0.0003  -0.0001
Si  0.001  0.0008  0.0012
Si  0.0006  -0.0002  0.0011
Si  -0.0004  -0.0009  -0.0007
Si  0.0007  -0.0009  -0.0008
Si  -0.0008  -0.0004  -0.0013
Si  -0.0004  -0.0001  -0.0003
Si  -0.0009  -0.0009  -0.0014
Si  0  -0.0013  -0.0004
Si  -0.0011  -0.0004  -0.0023
Si  -0.0007  -0.001  -0.0003
O  -0.0018  -0.0078  0.0007
O  0  -0.0019  0.004
O  0.0015  -0.0026  -0.0023
O  0.0073  0.0184  0.0196
O  -0.0003  0  0.0001
O  -0.0005  0.0004  -0.0005
O  -0.0002  0.0004  0.0002
O  -0.0001  0.0003  -0.0002
O  0  -0.0004  -0.0006
O  -0.0004  0.0002  -0.0001
O  0.001  -0.0007  0.0009
O  -0.0008  0.0003  0
O  0.0002  -0.0004  -0.0002
O  -0.0003  0.0003  0.0004
O  -0.0002  0.0005  0.0005
O  0.0003  -0.0004  -0.0001
O  -0.0018  -0.0043  0.0028
O  -0.0008  -0.0022  0.0014
O  -0.0013  0.0003  0.0037
O  -0.0026  -0.0003  0.0051
O  -0.0034  0.0041  0.0072
O  -0.0027  0.0015  0.001
O  -0.0038  -0.004  0.004
O  0.0031  0.0101  0.0243
Si  -0.0004  -0.0009  -0.0009
Si  0.0002  -0.0005  0.0016
Si  -0.0004  -0.0002  0.0011
Si  -0.0012  0.0003  0.0014
Si  -0.0002  -0.0007  -0.0011
Si  -0.0004  -0.0007  0.0003
Si  0.0015  -0.0003  -0.0026
Si  -0.0006  -0.0008  0.0006
Si  -0.0005  -0.0004  0.0011
Si  -0.0003  -0.0008  0.0006
Si  0.0228  -0.0219  0.0005
Si  -0.0007  -0.0004  0.001
Si  0.0002  -0.0004  0.0007
Si  -0.0011  0.0002  -0.0012
Si  -0.0003  -0.0027  0.0006
Si  0.0002  -0.0002  0.0005
Si  -0.0011  -0.0009  0.0005
Si  0.0003  -0.0015  0.002
Si  -0.0008  -0.0011  -0.0009
Si  -0.0005  -0.0001  0.0001
Si  -0.0004  -0.0005  0.0015
Si  -0.0006  -0.0009  -0.0021
Si  -0.0002  -0.0006  0.0003
Si  -0.0002  0.0007  0.0002
Si  -0.0004  -0.0011  0.0001
Si  -0.0005  -0.0007  0.001
Si  -0.0001  -0.0013  0.0029
Si  -0.0016  0.0003  -0.0014
Si  -0.001  -0.0012  0.0001
Si  -0.0001  -0.0003  0.0006
Si  -0.0005  -0.0003  0.001
Si  -0.0008  -0.0006  0.0011
Si  -0.0005  -0.0012  0.0004
Si  -0.0008  -0.0008  0.0003
Si  -0.0006  -0.0006  0.0009
Si  -0.0024  0.002  0.0077
Si  -0.0016  0.0039  0.0011
Si  -0.0006  -0.0004  0.0008
O  -0.0005  -0.0004  -0.0001
O  -0.0002  -0.0007  0.0001
O  0.0004  -0.0009  -0.0006
O  -0.0017  -0.0009  0.0012
O  -0.0005  -0.0002  -0.0002
O  -0.0006  -0.0011  0
O  -0.0002  -0.0005  -0.0005
O  0.0003  0.0001  -0.0011
O  0.0018  0.0011  -0.0008
O  0.0001  -0.0009  0.0007
O  -0.0005  -0.0002  -0.0004
O  -0.0002  -0.0003  -0.0003
O  -0.0001  -0.0004  0.0001
O  -0.0002  -0.0005  -0.0001
O  0.0016  0.0007  0.002
O  -0.0009  0.0001  -0.0008
O  -0.0024  0.0027  -0.0003
O  -0.0007  -0.0014  -0.0002
O  -0.0007  -0.0004  0.0003
O  0  -0.0007  -0.0005
O  -0.0003  -0.0011  0.0027
O  -0.0011  0  0.0005
O  -0.0005  -0.0006  -0.0004
O  -0.0005  -0.0003  0.0001
O  -0.0004  0.0009  0.0003
O  -0.0003  -0.0003  0.0001
O  0.0026  0.0009  0.0012
O  -0.0004  -0.0005  -0.0002
O  -0.0007  -0.0009  -0.001
O  -0.0005  -0.0012  -0.0001
O  0.0032  -0.0034  -0.008
O  -0.0003  -0.0008  -0.0006
O  0.001  -0.0007  0.0003
O  -0.0003  -0.0008  -0.0003
O  -0.0008  -0.0006  0.0003
O  -0.0004  -0.0008  0
O  -0.0007  -0.0003  -0.0007
O  -0.0003  -0.0007  -0.0001
O  -0.0005  -0.0001  -0.0013
O  -0.0014  -0.0016  0.0014
O  -0.0005  -0.0003  0
O  -0.0003  -0.0007  -0.0003
O  0.0006  0.0001  0.0011
O  -0.0003  -0.0005  0
O  -0.0001  -0.0006  -0.0002
O  -0.0018  0  -0.0002
O  -0.0002  -0.0007  -0.0003
O  -0.0004  -0.0005  -0.0005
O  0  -0.0005  -0.0002
O  -0.0001  0  -0.0003
O  -0.0006  -0.0008  -0.0002
O  -0.0007  -0.0006  0.0011
O  0  -0.0002  -0.0002
O  -0.0008  0  -0.0003
O  -0.0002  -0.001  -0.0006
O  0  -0.0002  -0.0001
O  -0.0004  -0.0009  -0.0004
O  -0.0007  -0.0002  -0.0006
O  -0.0006  -0.0007  0.0004
O  -0.0007  -0.001  0.0001
O  0.0003  0.0006  0.0005
O  -0.0055  -0.0034  0.0022
O  -0.0013  -0.0008  0.0001
O  -0.0005  -0.0005  0.0002
O  -0.0003  -0.0008  -0.0005
O  -0.0003  -0.0002  -0.0001
O  0.0003  -0.0008  -0.0002
O  -0.0007  -0.0001  -0.0001

The program warned: the cutoff lies below the one the program advises for these potential files; the exchange-correlation potential is rough where the density is thin.
